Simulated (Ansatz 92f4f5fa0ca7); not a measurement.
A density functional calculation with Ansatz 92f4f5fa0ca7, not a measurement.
Periodic cell of 225 atoms, Si132O91B2, from a study of silicon, its oxide and their interface. The atomic structure is a simulated model.
Doubt: the cutoff is far below the 930 eV that the study's wrapper takes by default for these files, so forces and energies are approximate.
This geometry differs little from another in the collection (a relaxation step or a small displacement).

Settings: functional PBE; potential files Ansatz PAW; basis plane waves; wave-function cutoff 580 eV; density cutoff ratio 5; exchange-correlation grid ratio 1; k mesh 1 x 1 x 1, Gamma-centred; self-consistency stop 5e-08 eV per atom in the density residual; occupations fixed; spin none; net charge 0.

Cell vectors (angstrom)
a, 10.938, 0, 0
b, 0, 10.938, 0
c, 0, 0, 31.9494

Atoms and the computed forces on them: element, x, y, z (angstrom), force x, y, z (eV/angstrom)
B, 11.0591, -0.5162, 24.6035, -0.0324, -0.0736, -0.0349
Si, 5.15, 0.2201, 24.6791, -0.0163, -0.0226, 0.0175
Si, 2.7854, 2.2417, 24.5459, -0.0028, -0.0008, 0.0246
B, 8.0929, 3.0239, 24.8224, -0.0464, 0.0853, -0.0693
Si, 10.6827, 5.5752, 24.3607, -0.0145, -0.0098, -0.0017
Si, 5.1219, 5.5877, 24.4884, 0.0164, -0.0165, 0.0678
Si, 3.0185, 7.9889, 24.4605, 0.0091, -0.0018, 0.0114
Si, 8.4505, 7.8542, 24.4223, -0.0438, 0.0062, 0.0692
Si, 1.2163, 0.9622, 25.7187, 0.0193, 0.0423, 0.0347
Si, 6.9032, 1.5114, 25.6817, 0.0174, -0.011, -0.0042
Si, 3.9466, 3.9782, 25.7735, -0.0102, 0.001, -0.0047
Si, 9.5985, 3.9675, 25.8131, 0.0145, 0.0011, 0.0138
Si, 1.328, 6.8099, 25.6853, -0.0275, -0.0104, 0.0071
Si, 6.8269, 6.7073, 25.7495, 0.0303, 0.0204, -0.0178
Si, 4.0608, 9.5265, 25.9666, 0.0215, 0.0334, 0.0017
Si, 9.5739, 9.5279, 25.7109, 0.0309, 0.007, -0.0174
Si, 2.6361, -0.1176, 27.2757, 0.0064, -0.0116, 0.0037
Si, 8.1829, 0.0064, 27.0592, 0.0292, 0.0235, 0.0163
Si, 0.0432, 2.5701, 27.1097, -0.0215, -0.0183, 0.0084
Si, 5.4465, 2.7267, 27.1442, 0.0025, 0.028, -0.0033
Si, 2.6514, 5.4234, 27.123, 0.0132, 0.0021, 0.0071
Si, 8.208, 5.3797, 27.1653, -0.0217, -0.0049, -0.0077
Si, -0.0114, 8.1682, 27.1347, 0.013, 0.0157, 0.0015
Si, 5.5265, 8.139, 27.1727, -0.0042, -0.0258, -0.0014
Si, 4.0775, 1.3316, 28.5104, -0.0014, -0.0144, -0.0194
Si, 9.5447, 1.3239, 28.5066, -0.0087, -0.0039, -0.0411
Si, 1.3441, 4.0252, 28.5019, 0.0046, -0.0034, -0.0076
Si, 6.8084, 4.0733, 28.5421, 0.0131, -0.0157, -0.0019
Si, 4.0847, 6.7855, 28.4948, 0.0029, -0.0029, -0.0163
Si, 9.5548, 6.799, 28.5058, 0.0093, -0.0054, -0.0152
Si, 1.3017, 9.4838, 28.6114, -0.0171, -0.0032, 0.0156
Si, 6.8605, 9.5685, 28.4971, -0.0109, 0.0042, -0.0075
Si, -0.0241, -0.0068, 29.9142, 0.0004, -0.0183, -0.0146
Si, 5.4731, -0.0131, 29.8793, 0.0063, 0.0009, 0.0042
Si, 2.7473, 2.7232, 29.8914, -0.0025, 0.0184, 0.0046
Si, 8.2011, 2.72, 29.8899, -0.0101, 0.0022, -0.0142
Si, 0.001, 5.4418, 29.8768, -0.0022, -0.0077, 0.007
Si, 5.4616, 5.4615, 29.8974, -0.011, 0.0014, -0.0018
Si, 2.7508, 8.1652, 29.907, -0.008, 0.0008, -0.0052
Si, 8.2156, 8.2002, 29.8819, 0.0002, 0.0111, 0.0071
Si, 1.3673, 1.3673, 31.2657, 0.0797, 0.0428, -0.0942
Si, 6.8362, 1.3673, 31.2657, 0.0328, -0.0542, -0.0895
Si, 4.1018, 4.1018, 31.2657, -0.026, -0.0627, 0.0027
Si, 9.5708, 4.1018, 31.2657, -0.0744, -0.0932, -0.0981
Si, 1.3673, 6.8362, 31.2657, 0.0466, -0.2683, -0.0601
Si, 6.8362, 6.8362, 31.2657, 0.0435, 0.0993, -0.157
Si, 4.1018, 9.5708, 31.2657, 0.0706, -0.0653, -0.1063
Si, 9.5708, 9.5708, 31.2657, -0.1518, -0.1199, 0.1202
Si, 2.7345, 0, 0.6835, 0.0168, 0.0846, 0.035
Si, 8.2035, 0, 0.6835, -0.0419, 0.0413, -0.0665
Si, 0, 2.7345, 0.6835, 0.0569, 0.0954, 0.0686
Si, 5.469, 2.7345, 0.6835, -0.0422, 0.0569, 0.1
Si, 2.7345, 5.469, 0.6835, -0.064, -0.0073, -0.009
Si, 8.2035, 5.469, 0.6835, 0.0235, 0.1217, -0.0051
Si, 0, 8.2035, 0.6835, -0.0172, 0.063, 0.1272
Si, 5.469, 8.2035, 0.6835, 0.0315, 0.1123, 0.1126
Si, 4.0973, 1.3782, 2.0661, 0.0017, 0.0015, 0.0006
Si, 9.5918, 1.3527, 2.0466, -0.0074, 0.0035, 0.0013
Si, 1.3527, 4.1358, 2.0585, 0.0076, -0.0028, 0.0006
Si, 6.8238, 4.1357, 2.0469, 0.0075, -0.0025, 0.0047
Si, 4.089, 6.8478, 2.0478, -0.0015, -0.0052, 0.002
Si, 9.5738, 6.8394, 2.0668, -0.0017, 0.0021, 0.0006
Si, 1.3624, 9.5983, 2.058, 0.0073, 0.0003, 0.0021
Si, 6.827, 9.6113, 2.0503, 0.0142, 0.0033, 0.0019
Si, 0.03, 0.0348, 3.4744, 0.0029, 0.001, 0.0094
Si, 5.4846, 0.0409, 3.4562, -0.0021, -0.0037, 0.0037
Si, 2.7192, 2.7722, 3.4084, -0.0083, 0.0037, -0.0029
Si, 8.2511, 2.7821, 3.3487, 0.0077, 0.0012, -0.0197
Si, 0.0282, 5.5178, 3.4776, 0.0038, 0.0022, 0.0105
Si, 5.4724, 5.5257, 3.4324, -0.0043, 0.0066, -0.0006
Si, 2.7379, 8.2406, 3.4055, -0.003, 0.0028, -0.0045
Si, 8.2418, 8.2855, 3.3905, 0.0011, 0.0088, -0.0058
Si, 1.3789, 1.4553, 4.8492, -0.0029, -0.0027, -0.0019
Si, 6.9097, 1.4763, 4.7366, -0.001, -0.0037, 0.0008
Si, 4.0631, 4.154, 4.7669, -0.0004, 0.0023, 0.0003
Si, 9.5981, 4.084, 4.7853, 0.005, 0.0016, 0.0018
Si, 1.3684, 6.973, 4.8505, -0.001, -0.0033, -0.0007
Si, 6.8411, 6.9879, 4.7354, -0.0025, -0.0004, 0.0011
Si, 4.0952, 9.577, 4.7966, 0.0019, 0.0009, 0.0001
Si, 9.6228, 9.5781, 4.8465, 0, 0.0027, -0.003
Si, 2.7598, 0.0386, 6.1479, -0.0004, 0.0028, -0.0049
Si, 8.2964, 0.1206, 6.0995, 0.0041, -0.0036, 0.0003
Si, 0.0175, 2.8001, 6.3089, -0.0005, -0.0019, -0.0021
Si, 5.5163, 2.8393, 6.0824, -0.0014, 0.0008, 0.0007
Si, 2.756, 5.5927, 6.1492, -0.0011, 0.0023, -0.0037
Si, 8.2549, 5.6001, 5.9671, 0.0017, -0.003, 0.0003
Si, 0.0506, 8.3071, 6.3805, -0.0011, -0.0032, -0.0039
Si, 5.5003, 8.3022, 6.2273, 0, 0.0008, -0.0011
Si, 4.4255, 1.1837, 7.3394, -0.0032, 0.0028, 0.0127
Si, 9.8134, 1.1529, 7.6278, -0.0037, 0.0036, 0.0049
Si, 1.1802, 4.5019, 7.5134, 0.0011, -0.0044, 0.0059
Si, 6.6449, 4.5456, 7.2602, 0.0026, -0.0023, 0.0132
Si, 4.3265, 6.7082, 7.5508, -0.0022, 0.0031, 0.0078
Si, 9.7318, 6.6141, 7.5116, -0.0035, 0.0019, 0.0079
Si, 1.2834, 9.944, 7.7127, 0.0021, -0.0003, 0.0116
Si, 6.7217, 9.9649, 7.4184, 0.002, -0.0038, 0.0068
O, 4.1074, 6.8135, 24.0563, -0.0022, -0.0028, -0.0506
O, 4.0241, 1.2586, 24.0196, 0.0161, 0.0027, 0.0055
O, 9.5482, 6.712, 23.8952, 0.0331, -0.0163, 0.0002
O, -0.0249, 5.5435, 8.0268, 0.0009, 0.0016, -0.0039
O, 5.5722, 0.1251, 7.9203, -0.0011, -0.0017, -0.0068
O, 0.0746, 0.0937, 8.1571, -0.0002, -0.0011, -0.0044
O, 5.5356, 5.6144, 7.8939, -0.0003, -0.0011, -0.0079
O, 7.6044, 3.9705, 8.4547, -0.0033, 0.0025, -0.0077
O, 8.7327, 7.0495, 8.7765, 0.0022, -0.002, -0.0039
O, 2.1843, 9.4612, 9.0539, -0.0042, 0.002, -0.0063
O, 8.8957, 1.6835, 8.93, 0.003, -0.0033, -0.0042
O, 7.6144, 9.4699, 8.7209, -0.0024, 0.0024, -0.0057
O, 3.6153, 1.82, 8.6178, 0.0026, -0.0044, -0.0071
O, 3.592, 7.2301, 8.9601, 0.0019, -0.0043, -0.006
O, 2.0658, 4.0045, 8.8274, -0.0032, 0.0022, -0.005
O, 7.8888, 3.7203, 23.6722, 0.0062, -0.0915, 0.0366
O, 0.4213, 4.9285, 22.9679, 0.002, 0.0019, 0.0013
O, 1.9081, 2.7563, 23.2531, -0.0031, 0.0069, -0.012
O, 5.6205, 4.9241, 23.0505, -0.0002, -0.0061, -0.0059
O, 5.6014, 10.0565, 23.5407, -0.0079, 0.0068, 0.0065
O, 2.6021, 8.6456, 22.9877, 0.0066, -0.0027, 0.0101
O, 0.3854, 9.8895, 23.3742, -0.0251, 0.0313, 0.0064
O, 7.7951, 8.5457, 23.0612, -0.0128, 0.0077, -0.026
Si, 8.6534, 7.6824, 18.5133, 0.0017, -0.0014, -0.0012
Si, 8.7892, 6.3518, 13.6592, 0.0014, -0.0011, 0.0007
Si, 3.8031, 1.5311, 14.7653, -0.0004, 0.0004, -0.0001
Si, 2.1297, 5.7274, 17.6671, -0.0013, 0, 0.0003
Si, 2.3803, 3.1163, 19.5199, 0.0009, -0.0019, -0.0021
Si, 9.8145, 9.0245, 12.1043, -0.0003, 0.0002, 0.0006
Si, 1.411, 9.361, 22.1561, -0.0163, 0.0179, 0.001
Si, 9.178, 0.9553, 13.2355, 0.0013, -0.0007, 0.0006
Si, 1.4282, 5.0472, 13.0617, -0.0019, -0.0013, 0.0004
Si, 1.7972, 8.2492, 12.8402, 0.0001, -0.0001, 0.0007
Si, 6.6847, 9.5678, 22.4502, 0.004, -0.0055, -0.0119
Si, 4.5303, 4.5923, 15.7512, 0.0019, -0.0007, 0.0013
Si, 8.2141, 3.021, 9.6004, 0.0009, 0.0003, 0.0086
Si, 0.8398, 8.2113, 19.3403, -0.0002, -0.0006, -0.0025
Si, 6.9702, 1.3411, 21.1403, 0.0119, 0.0169, -0.0105
Si, 8.226, 8.313, 9.6905, 0.002, -0.0014, 0.0079
Si, 10.8896, 5.2022, 15.6421, -0.0002, -0.0015, 0.0016
Si, 7.5768, 9.4815, 16.3677, 0.0022, -0.0019, 0.0014
Si, 9.9178, 2.0569, 20.3377, -0.0022, -0.0013, -0.0029
Si, 3.2201, 8.5145, 9.9349, 0.0012, 0.0003, 0.0094
Si, 6.6858, 3.3529, 17.4861, 0.0002, -0.0041, -0.0046
Si, 1.1268, 0.1855, 19.871, -0.0001, -0.0076, 0.0054
Si, 3.2421, 2.8097, 12.3236, -0.0001, 0.0001, 0.0003
Si, 7.2026, 5.3881, 19.7772, -0.0009, 0.0031, -0.009
Si, 5.752, 8.6597, 11.5748, 0.0002, 0.0003, 0.0003
Si, 5.7897, 6.0629, 13.2342, 0, -0.0015, 0.0008
Si, 4.6378, 9.6913, 17.6651, 0, -0.0007, 0.0003
Si, 0.9877, 3.5876, 22.2109, -0.0033, -0.008, -0.012
Si, 4.8853, 1.4728, 18.8651, 0.0006, 0.0011, -0.0024
Si, 3.1973, 3.0807, 9.5385, 0.0019, 0.0002, 0.0087
Si, 6.4596, 10.8008, 13.8345, 0.002, -0.0005, -0.0003
Si, 10.3519, 0.1127, 16.0132, -0.0006, -0.0001, 0.0004
Si, 5.6654, 3.6523, 11.1777, 0.0009, 0.0005, -0.0001
Si, 9.8436, 3.888, 11.9367, 0.0001, 0.0004, 0.0012
Si, 2.3464, 9.9182, 15.579, -0.0007, 0, 0.0009
Si, 6.0663, 8.126, 19.8587, 0.0022, -0.0014, -0.0013
Si, 6.8117, 4.0029, 22.4563, 0.0302, -0.0092, 0.0263
Si, 9.7589, 2.7821, 17.4167, -0.0024, -0.0014, -0.0005
O, 7.2003, 6.37, 14.0071, -0.001, -0.0006, 0.0015
O, 1.8742, 7.0252, 18.7406, 0.0009, -0.0016, 0.0011
O, 10.2829, 4.0326, 16.5574, 0.0008, 0.0011, 0.0002
O, 6.1736, 9.9458, 17.1025, -0.0018, -0.0007, 0.0035
O, 10.1536, 0.6944, 14.5082, -0.0016, 0.0007, -0.0013
O, 8.4346, 6.1041, 18.9503, -0.0007, -0.0008, 0.0037
O, 5.1775, 0.6706, 14.4705, 0.0007, -0.0004, 0.0028
O, 5.7177, 2.0525, 17.5973, -0.0004, -0.0015, 0.0083
O, 8.3248, 1.9769, 20.5467, -0.017, -0.0073, 0.0058
O, 1.9801, 4.262, 18.4113, 0.0002, 0.0011, 0.0024
O, 6.9682, 2.8017, 10.6581, 0.0027, -0.0003, -0.0006
O, 4.8772, 2.6987, 12.2416, 0.0005, 0.0005, 0.0014
O, 6.0248, 4.389, 16.4116, -0.0014, 0.0012, 0.0022
O, 4.5627, 3.9204, 9.9665, -0.0018, -0.0002, -0.0013
O, 10.6411, 2.7298, 21.6433, 0.0002, 0.0038, 0.0021
O, 9.7275, 6.1577, 14.9962, -0.0017, 0.0006, -0.0003
O, 6.0049, 6.4906, 19.9438, -0.0025, 0.0029, 0.0048
O, 4.0889, 0.1528, 18.3327, 0.0027, -0.0018, 0.0026
O, 9.263, 10.5473, 12.3091, 0.0002, -0.0027, 0.0016
O, 2.8602, 4.3509, 12.7422, 0.001, -0.0011, 0.0018
O, 1.8324, 10.708, 21.3099, -0.0016, -0.0023, 0
O, 3.9623, 2.7018, 19.4384, 0.0031, -0.0036, -0.0004
O, 0.7364, 10.0425, 16.0117, 0.0009, -0.0007, 0.0025
O, 1.2684, 9.7727, 18.9215, -0.0004, 0.0043, 0.0062
O, 1.6923, 1.6246, 19.3241, -0.0006, -0.0005, 0.0028
O, 8.9477, 10.3743, 16.5407, 0.0004, 0.0003, 0.0014
O, 4.8727, 8.5569, 18.825, 0.0027, 0.0012, 0.0011
O, 9.569, 8.7545, 10.512, -0.002, -0.0007, -0.0022
O, 6.7157, 4.0957, 18.9344, 0.0003, -0.0006, 0.0047
O, 2.8534, 1.7139, 13.4365, -0.0007, 0.0002, -0.0003
O, 5.8086, 8.8212, 21.2988, 0.0027, 0.0026, 0.0039
O, 2.5456, 2.4482, 10.9008, 0.0001, -0.0001, -0.0021
O, 7.5888, 4.8169, 21.2678, -0.0033, -0.0038, 0.0065
O, 5.2139, 7.4676, 12.5858, 0.0003, 0.001, 0.0021
O, 0.432, 9.0582, 12.5257, -0.0006, -0.0007, 0.0023
O, 7.5882, 1.041, 13.6249, -0.0003, -0.0003, 0.0027
O, 7.1141, 9.6156, 14.7954, -0.0019, 0.0014, -0.0003
O, 8.9804, 5.022, 12.7276, 0.0004, -0.002, 0.002
O, 8.1024, 8.0223, 16.9783, -0.0007, 0.0006, 0.0016
O, 6.2585, 2.5297, 22.0187, 0.0167, 0.0074, 0.0137
O, 2.4532, 9.0626, 14.1424, -0.0003, -0.0023, -0.0003
O, 0.4282, 4.4764, 11.9041, -0.0001, -0.001, 0.0021
O, 0.8286, 8.2873, 21.0187, 0.0031, 0.0014, 0.0025
O, 9.3935, 3.82, 10.3801, -0.0017, -0.0016, -0.0023
O, 9.6558, 2.3772, 12.5704, 0.0002, 0.0011, 0.002
O, 7.614, 8.5574, 19.4509, -0.0035, -0.0003, 0.0041
O, 2.5526, 8.1699, 11.39, 0.002, 0.0002, -0.0033
O, 3.9917, 3.0474, 15.4137, -0.0009, -0.0012, -0.0001
O, 0.8447, 4.4892, 14.4797, 0.0023, 0.0001, 0.0005
O, 10.0879, 3.0033, 19.0068, 0.0015, -0.0015, 0.0021
O, 9.145, 7.7958, 12.9694, 0.0011, 0.0016, 0.001
O, 10.4731, 0.5237, 20.121, -0.0008, 0.0022, -0.0024
O, 6.0341, 5.0329, 11.9689, 0.0004, -0.002, 0.0004
O, 8.1515, 2.7589, 17.1039, -0.0018, 0.0002, 0.003
O, 3.5288, 5.4711, 16.7657, 0.0014, -0.0019, 0.0006
O, 4.6689, 9.1321, 10.4229, -0.0022, -0.0007, -0.0008
O, 1.5393, 6.6692, 13.2069, 0.0004, 0.0008, 0.0014
O, 4.7717, 5.4799, 14.3867, 0.0009, 0.001, 0.0005
O, 1.97, 3.844, 20.925, -0.0005, 0.0004, 0.0022
O, 10.5379, 1.4089, 16.9924, 0.0005, -0.0017, 0.0016
O, 0.9398, 6.0693, 16.5991, -0.0017, -0.0009, 0.0006
O, 7.4222, 10.9372, 21.9394, -0.003, -0.0028, 0.0019
O, 5.9044, 0.9167, 20.0026, 0.0053, 0.009, 0.0116
O, 6.0811, 10.0106, 12.448, -0.0007, -0.0026, 0.0006
O, 2.8516, 0.5402, 15.634, 0.0008, 0.0009, 0.0015
O, 7.0532, 8.0073, 10.7989, 0.0025, 0.0002, -0.0011
O, 10.2399, 7.9894, 18.7763, 0.0003, -0.0001, 0.0017
O, 3.4491, 9.1931, 16.6141, -0.0007, 0.0009, 0.002

Results
free energy: -135978.374 eV
free energy less fixed offsets of B -154.04, O -568.88, Si -635.61 eV per atom: -1.694 eV

The program warned: the cutoff lies below the one the program advises for these potential files; the exchange-correlation potential is rough where the density is thin.
